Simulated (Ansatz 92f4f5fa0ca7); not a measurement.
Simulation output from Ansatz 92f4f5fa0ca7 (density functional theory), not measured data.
Periodic cell of 171 atoms, Si99O72, from a study of silicon, its oxide and their interface. The atomic structure is a simulated model.

Settings
functional: PBE
potential files: Ansatz PAW
basis: plane waves
wave-function cutoff: 700 eV
density cutoff ratio: 5
exchange-correlation grid ratio: 2
k mesh: 2 x 2 x 1, shifted by 0.5 0.5 0.5 of a step
self-consistency stop: 5e-08 eV per atom in the density residual
occupations: Fermi-Dirac, 0.05 eV
spin: none
net charge: 0

Cell vectors (angstrom)
a	11.5983	0	0
b	0	11.5983	0
c	4.7212	3.5814	24.7183

Atoms: element, x, y, z (angstrom)
Si	-0.7179	-2.6482	-0.3189
Si	-0.6949	2.527	-0.2949
Si	-0.6932	5.7447	-0.1239
Si	3.1253	-2.7549	-0.0773
Si	3.0377	2.5238	-0.1349
Si	3.1314	5.6987	-0.0279
Si	6.9782	-2.1541	0.1464
Si	6.7671	0.9732	-0.6049
Si	7.0918	6.439	-0.3921
Si	1.148	-2.2511	1.1268
Si	1.1249	2.1028	1.1798
Si	1.1913	5.7288	1.2707
Si	4.9841	-2.2279	1.331
Si	5.0667	1.8449	0.9731
Si	5.195	5.7293	1.0423
Si	9.0506	-2.148	1.1905
Si	8.809	1.9016	0.7617
Si	8.902	5.7986	1.0772
Si	1.1489	-0.0804	2.2716
Si	1.1588	3.8826	2.6576
Si	1.1667	7.5701	2.6577
Si	4.9528	-0.1	2.3838
Si	5.1914	3.8015	2.425
Si	5.0889	7.4565	2.6396
Si	9.0045	-0.0299	2.27
Si	8.8188	3.807	2.3772
Si	8.986	7.5644	2.6059
Si	-0.7171	-0.0542	3.719
Si	-0.845	3.8708	3.8954
Si	-0.7354	7.5238	4.0344
Si	3.013	-0.0947	3.7134
Si	3.1831	3.8606	3.8629
Si	3.1257	7.494	3.9726
Si	7.0154	-0.1191	3.6218
Si	7.0209	3.8424	3.898
Si	7.0475	7.5369	3.9527
Si	-0.663	-2.0028	5.1144
Si	-0.7967	1.8715	5.1268
Si	-0.7554	5.6628	5.5259
Si	3.0936	-2.0383	5.0709
Si	3.04	1.8432	5.0541
Si	3.1153	5.6493	5.4698
Si	7.0483	-2.012	5.067
Si	6.9841	1.7904	5.0229
Si	7.0321	5.6888	5.4534
Si	1.2486	9.4902	6.5407
Si	1.1391	1.8803	6.4846
Si	1.2039	5.6766	6.9647
Si	5.0574	9.5398	6.3405
Si	5.0147	1.7715	6.306
Si	5.0682	5.6686	6.8241
Si	9.0051	9.6072	6.4223
Si	8.8449	1.8979	6.4648
Si	8.9192	5.7132	6.9396
Si	1.1946	-0.1098	7.6975
Si	1.0599	3.5563	8.184
Si	1.3806	7.8	8.3017
Si	5.0452	-0.143	7.5945
Si	4.9546	3.4647	7.8718
Si	5.097	7.8457	7.9537
Si	8.9171	-0.053	7.6776
Si	8.7355	3.5856	8.1677
Si	9.1267	7.9049	8.0445
Si	-0.7518	-0.027	8.9849
Si	-0.9479	3.016	9.4649
Si	11.0483	8.5222	9.5485
Si	3.1622	-0.2161	8.9563
Si	3.084	2.8452	9.2431
Si	3.4567	8.343	9.6611
Si	6.9475	-0.1012	8.9145
Si	6.658	2.9342	9.3977
Si	7.0819	8.4794	9.0504
Si	4.556	8.0011	15.2603
Si	4.5431	3.508	22.4765
Si	4.6818	6.8783	12.4018
Si	10.0539	7.134	20.0422
Si	8.4709	2.4266	14.0086
Si	11.8355	9.1827	21.2506
Si	7.2845	9.1265	15.6678
Si	9.9789	4.4973	21.2823
Si	12.2876	1.4641	17.0367
Si	3.1653	4.6586	19.9201
Si	2.944	3.2911	17.5079
Si	5.4552	1.8348	13.775
Si	10.1066	8.9655	14.9508
Si	11.1066	-0.3167	19.1354
Si	4.6332	3.8371	11.5863
Si	4.9961	-0.646	15.2261
Si	9.5965	4.6493	12.0256
Si	3.29	6.1157	17.5425
Si	9.3978	8.9067	17.7483
Si	8.3201	2.0192	16.9337
Si	10.3398	2.5732	18.9669
Si	13.0015	6.908	19.7205
Si	7.6049	6.8878	11.6346
Si	10.2382	0.4757	15.2395
Si	7.5865	3.4296	22.7195
Si	5.3036	1.7636	16.7276
Si	10.4138	7.4385	12.408
O	2.1578	5.7518	20.61
O	4.066	7.3826	13.8314
O	7.9092	9.2577	17.1738
O	-0.4205	1.3044	-1.3875
O	-0.6588	4.1576	-0.8712
O	6.1731	7.95	15.5092
O	7.9184	2.0864	23.5772
O	10.3542	8.4234	16.486
O	9.2667	0.7097	16.5653
O	3.1132	7.2758	-0.7916
O	10.3437	1.0549	19.6113
O	9.2933	5.9074	20.7836
O	6.9817	-3.5352	-0.8234
O	12.0636	9.3062	22.8507
O	13.0496	8.3106	20.5573
O	10.5268	10.5278	14.9028
O	8.3118	2.9328	15.5678
O	9.1353	3.6333	13.1866
O	4.8793	0.288	13.8667
O	10.7759	1.3855	9.9173
O	6.99	10.0312	9.7792
O	11.783	10.6176	20.4701
O	11.446	2.6518	17.7702
O	3.3092	10.0088	9.9467
O	10.5464	5.8238	12.6535
O	3.3285	3.7225	10.6193
O	3.1532	1.2417	9.8
O	2.1605	2.0827	16.7604
O	12.229	0.1244	18.0027
O	2.3266	3.5895	18.9951
O	11.2404	7.8454	11.0647
O	6.8334	1.3034	9.8556
O	8.2309	5.3813	11.4864
O	10.0797	10.1768	18.503
O	6.8097	1.5644	17.3056
O	6.8865	-0.7079	-0.7024
O	3.9566	7.1507	16.5037
O	10.8961	10.171	9.9093
O	4.573	2.6544	12.7038
O	3.9636	7.6369	11.115
O	4.469	2.7302	17.7204
O	6.3045	7.0843	12.5917
O	4.4679	5.2783	12.2988
O	-0.6865	7.3251	-0.8979
O	2.0689	6.9755	18.2282
O	5.3049	2.505	15.2634
O	3.983	2.1519	23.2344
O	6.0455	3.7281	10.7382
O	4.6306	0.2775	16.5289
O	8.7568	3.4797	21.6062
O	8.8906	2.8223	18.2362
O	6.2645	1.2871	-2.1851
O	4.1346	5.5306	18.8691
O	11.685	1.1508	15.5559
O	4.0942	9.5886	15.2466
O	10.421	8.3618	21.0587
O	10.9214	8.1739	13.7806
O	10.441	3.8782	10.8692
O	3.8625	3.7414	21.032
O	2.8799	4.7416	16.7143
O	9.513	1.1629	13.953
O	7.0473	1.9282	13.3799
O	11.4481	6.5138	19.463
O	9.1671	7.6883	18.8038
O	7.0304	7.3023	10.1871
O	3.0598	4.1252	-0.7883
O	6.1047	3.2673	22.1115
O	8.8428	7.8305	12.1162
O	6.5805	10.5407	15.2874
O	2.9224	1.2899	-1.2314
O	8.5067	8.8197	14.6427
O	10.7318	3.7119	20.0588

Results
free energy: -103890.736 eV
free energy less fixed offsets of O -569.03, Si -635.61 eV per atom: 4.814 eV
pressure: -0.94 GPa
stress xx, yy, zz, yz, xz, xy (GPa, positive in tension): -0.72, 3.15, 0.4, -0.1, 0.02, -0.31

Forces (eV/angstrom), in the order of the atoms: element, x, y, z
Si	-0.0374	-0.1459	-0.0933
Si	-0.0361	0.2699	0.0021
Si	-0.0094	0.0186	-0.1155
Si	0.1149	-0.1867	-0.2383
Si	0.1433	0.2673	-0.192
Si	-0.0324	0.0371	-0.2655
Si	-0.06	-0.0769	-0.4321
Si	-0.3352	-0.1837	-0.2274
Si	0.0009	-0.0288	-0.2427
Si	-0.0569	0.0458	-0.0669
Si	-0.0284	-0.02	0.0112
Si	-0.0534	-0.0347	-0.3957
Si	-0.1735	-0.0402	-0.1233
Si	-0.1131	0.0274	0.0147
Si	0.2469	0.1222	-0.3025
Si	0.1545	-0.0826	-0.1298
Si	0.1441	-0.1068	-0.0445
Si	-0.1399	0.0598	-0.2196
Si	0.0234	0.0525	-0.3178
Si	-0.0498	-0.0399	0.2985
Si	-0.0073	0.0177	0.231
Si	-0.0549	0.0008	0.0417
Si	-0.0146	-0.1006	-0.0008
Si	0.025	0.007	0.314
Si	-0.0078	-0.0386	-0.1123
Si	-0.0634	-0.0572	-0.1761
Si	0.0295	-0.0011	0.1806
Si	-0.0502	0.0505	0.0886
Si	0.1572	-0.0718	-0.0466
Si	-0.0308	0.058	-0.0561
Si	0.0767	0.0054	0.0095
Si	0.0082	-0.091	-0.1113
Si	-0.0338	0.0662	-0.0807
Si	-0.0126	0.1072	-0.1204
Si	-0.0362	-0.0125	-0.0086
Si	-0.065	-0.079	-0.0237
Si	-0.068	-0.0885	0.0416
Si	0.0315	0.0162	-0.0079
Si	-0.0832	0.0286	-0.0284
Si	0.0461	-0.0394	0.0901
Si	0.0034	0.0619	0.0766
Si	0.036	0.0591	0.0158
Si	0.0183	-0.1536	0.0936
Si	0.0163	0.0629	0.0394
Si	0.0379	0.0314	-0.0422
Si	0.0047	-0.1365	-0.1425
Si	0.0282	0.2066	-0.2216
Si	0.0052	-0.0961	0.1788
Si	-0.0571	-0.0705	-0.3519
Si	0.0223	0.0173	-0.4197
Si	-0.0188	0.017	0.1442
Si	0.0425	-0.1055	-0.2908
Si	-0.0466	0.1517	-0.2007
Si	0.0022	-0.0058	0.1786
Si	0.0173	-0.0149	0.2195
Si	0.0746	-0.1187	0.1334
Si	-0.0442	0.0879	0.0917
Si	-0.05	0.0136	0.2264
Si	-0.1466	0.06	0.0468
Si	0.0209	-0.0586	0.0438
Si	0.0235	-0.0447	0.2887
Si	-0.1076	-0.0609	0.1855
Si	0.0708	0.1142	0.1843
Si	-0.0445	0.1333	0.5468
Si	0.034	-0.1832	0.3103
Si	-0.1892	0.178	0.2584
Si	0.0384	0.1213	0.57
Si	-0.0228	-0.0961	0.2976
Si	0.2977	0.1808	0.1625
Si	0.1083	-0.1164	0.7065
Si	-0.0076	-0.1977	0.1819
Si	0.0892	0.2997	0.3307
Si	0.0403	0.0491	-0.0094
Si	0.0175	-0.0287	0.0555
Si	0.0348	0.0568	0.1645
Si	0.0791	-0.0607	-0.0784
Si	-0.0208	-0.2006	0.0965
Si	-0.1407	-0.1227	-0.354
Si	0.0726	0.0236	-0.0423
Si	-0.0293	0.0343	-0.2772
Si	-0.1289	0.0209	-0.0217
Si	-0.1363	0.0307	-0.0157
Si	-0.0314	0.0841	0.0386
Si	0.1054	-0.1165	0.1588
Si	-0.0813	0.01	-0.0073
Si	-0.0293	-0.0189	0.0301
Si	0.0861	-0.0489	0.0956
Si	0.0227	0.0393	-0.1886
Si	-0.0072	0.057	0.2177
Si	-0.064	0.0406	0.0098
Si	0.0298	-0.0662	0.0619
Si	-0.0071	0.0291	-0.0763
Si	0.0484	-0.0564	-0.007
Si	-0.0176	-0.0572	-0.0912
Si	0.1199	0.0683	0.0603
Si	-0.1171	0.0703	-0.1237
Si	0.2104	-0.0052	0.1325
Si	0.061	0.0677	-0.0866
Si	-0.2921	-0.1067	0.2201
O	0.0293	-0.0302	-0.0146
O	0.0006	0.0232	-0.093
O	0.0035	-0.0104	-0.0025
O	-0.0589	0.0397	-0.2074
O	-0.1142	-0.0692	0.3477
O	-0.026	-0.0475	-0.0003
O	0.0041	-0.0938	-0.0832
O	-0.0339	0.0641	-0.0627
O	0.0087	-0.0288	-0.0098
O	-0.0068	0.0241	0.507
O	0.0502	0.0379	-0.0688
O	0.0871	-0.0523	0.0996
O	0.0043	-0.2172	0.4892
O	0.0009	0.069	0.3383
O	-0.0435	0.0736	0.1141
O	0.0286	-0.0715	0.0164
O	-0.0272	-0.0261	-0.0172
O	0.0551	0.1076	-0.1815
O	0.0399	0.0585	0.1575
O	0.0274	0.1842	-0.5299
O	-0.0357	-0.2828	-0.6865
O	0.0094	0.0037	0.0282
O	-0.0522	-0.0332	0.063
O	-0.1318	-0.2054	-0.428
O	0.0735	0.0553	-0.0692
O	-0.095	-0.0567	-0.1159
O	-0.0117	0.2473	-0.4553
O	0.0475	0.0237	-0.0038
O	-0.0005	0.016	0.0219
O	0.1072	0.049	0.0339
O	0.0621	0.1284	-0.4195
O	0.0263	0.2735	-0.468
O	-0.079	-0.1025	-0.0972
O	0.0621	0.0785	0.0254
O	-0.0664	0.0003	0.0141
O	0.1037	0.5584	0.2536
O	0.0261	-0.0022	-0.0237
O	0.0644	-0.4447	-0.3653
O	0.0045	0.1526	-0.2005
O	-0.2569	0.2169	-0.3495
O	-0.0142	-0.028	-0.0041
O	-0.0075	-0.0081	-0.0921
O	0.0058	-0.0723	-0.0281
O	-0.0443	0.0241	0.3577
O	0.0257	-0.0195	0.0164
O	-0.0032	-0.048	-0.0746
O	-0.0244	-0.1723	0.0004
O	0.1524	-0.1826	-0.0642
O	0.0312	-0.0197	0.0145
O	-0.1245	-0.0408	0.1142
O	0.0396	-0.0229	-0.0046
O	0.2572	0.0425	0.4849
O	-0.0813	-0.0437	-0.0397
O	0.0287	-0.0231	0.0758
O	0.0153	0.014	0.0257
O	0.0467	0.0701	0.0616
O	-0.0239	-0.0147	-0.123
O	0.0681	-0.1443	-0.2352
O	-0.0136	-0.0321	0.1448
O	0.0562	-0.0346	0.0161
O	0	0.0376	0.1131
O	-0.0512	0.0555	0.0008
O	0.0133	0.0512	0.0322
O	0.0224	0.0312	0.0089
O	-0.0432	-0.0376	0.0953
O	0.1038	-0.0994	0.4933
O	-0.002	0.0057	0.0159
O	0.041	0.014	-0.008
O	-0.0243	0.0143	0.0477
O	0.0243	0.0839	-0.1271
O	0.0525	0.0069	0.0633
O	-0.0433	0.0185	0.11

The program warned: the cutoff lies below the one the program advises for these potential files.
